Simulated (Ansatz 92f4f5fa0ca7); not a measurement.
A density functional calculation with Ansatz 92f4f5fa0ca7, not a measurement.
Periodic cell of 224 atoms, Si134O86N4, from a study of silicon, its oxide and their interface. The atomic structure is a simulated model.
This geometry differs little from another in the collection (a relaxation step or a small displacement).

Settings: functional r2SCAN; potential files Ansatz PAW; basis plane waves; wave-function cutoff 800 eV; density cutoff ratio 5; exchange-correlation grid ratio 1; k mesh 1 x 1 x 1, shifted by 0.5 0.5 0 of a step; self-consistency stop 1e-10 eV per atom in the density residual; occupations fixed; spin none; net charge 0.

Cell vectors (angstrom)
a	10.88	0	0
b	0	10.88	0
c	0	0	31.8074

Atoms and the computed forces on them: element, x, y, z (angstrom), force x, y, z (eV/angstrom)
Si	-0.4043	0.0357	-0.0879	-0.0183	-0.0084	0.032
Si	2.2561	2.6892	-0.3342	0.0457	-0.0051	-0.0178
Si	0.2898	5.1106	-0.0862	0	0.0873	-0.0233
Si	2.9509	7.8531	0.0585	0.0193	0.0051	0.0428
Si	6.0865	-0.4279	-0.4208	0.0032	0.0042	0.0591
Si	8.6547	2.6102	0.0037	-0.002	-0.0027	0.0379
Si	5.1272	5.6476	0.1184	-0.021	0.0003	0.0324
Si	7.8868	7.9579	0.1833	0.0064	0.0012	0.0234
Si	1.2609	1.1982	1.1793	0.0144	0.0039	-0.008
Si	3.9963	3.8256	1.0218	0.0101	-0.0039	0.0077
Si	1.3659	6.7046	1.285	-0.01	-0.0098	-0.0022
Si	4.2404	9.5562	1.0193	-0.0121	-0.0042	-0.0028
Si	6.949	1.2965	1.0268	-0.0041	0.0062	-0.0039
Si	9.7285	4.0286	1.4603	-0.0078	0.0031	0.0004
Si	6.6271	6.6772	1.5877	0.0062	0.0048	0.013
Si	9.4147	9.367	1.2993	-0.0043	0	0.0041
Si	0.1222	2.598	2.7358	-0.027	-0.0071	0.0066
Si	2.8076	-0.0457	2.4409	0.0107	-0.0125	-0.0024
Si	0.0204	8.1037	2.5964	0.0061	0.0011	0.0026
Si	2.738	5.2653	2.5495	0.0044	0.0137	0.0144
Si	5.4871	2.609	2.4029	0.006	-0.0014	-0.0011
Si	8.1517	-0.0334	2.6099	0.0002	-0.0021	0.0035
Si	5.3615	8.2394	2.6984	-0.0138	-0.0088	-0.0007
Si	8.2128	5.3616	2.6864	-0.0029	0.0053	0.0028
Si	1.4423	4.0128	4.028	0.0066	0.0001	0.0095
Si	4.1302	1.3262	3.8528	-0.0037	0.0108	-0.0026
Si	1.4339	9.4865	3.868	-0.0112	0	-0.0071
Si	4.029	6.7505	3.9266	0.0094	0.0008	-0.01
Si	6.8041	3.9694	3.8981	0.002	-0.0066	-0.0038
Si	9.5395	1.2886	3.9919	0.001	0.0006	0.0071
Si	6.7849	9.5468	4.0082	0.0003	0.0025	-0.0019
Si	9.5491	6.7824	3.9904	0.0019	-0.0017	-0.0042
Si	0.0769	-0.0523	5.2883	0.0061	0.0005	-0.0029
Si	2.8351	2.6809	5.3111	0.0053	0	0.0012
Si	0.0408	5.4137	5.3231	-0.0048	0.0004	-0.0006
Si	2.7048	8.1264	5.3006	-0.0007	0.0001	-0.0013
Si	5.4345	0.0252	5.329	-0.0028	-0.0043	-0.0017
Si	8.173	2.6806	5.3112	-0.0008	0.0059	-0.0019
Si	5.4815	5.4253	5.2375	0.006	0.0055	-0.0051
Si	8.1847	8.1706	5.3095	-0.0002	-0.0017	-0.002
Si	1.4254	1.345	6.6391	-0.003	0.0022	0.0022
Si	4.1492	4.1005	6.6453	-0.0034	-0.0041	-0.0003
Si	1.3577	6.8087	6.6863	-0.0009	0.0014	-0.0001
Si	4.0713	9.5182	6.6498	0.0025	-0.0014	0.0028
Si	6.8121	1.3747	6.6867	-0.0007	0.0016	-0.0006
Si	9.5359	4.0739	6.6585	-0.0008	0.0009	0.0014
Si	6.8286	6.7912	6.6342	-0.0011	0.0014	0.0009
Si	9.549	9.5205	6.6603	-0.0022	-0.0066	0.0003
Si	0.0628	2.7276	7.9809	-0.0001	0.0005	-0.002
Si	2.7561	0.0214	8.0438	-0.0031	-0.0045	-0.0008
Si	-0.0177	8.1606	8.0346	0.002	0.0009	0.0007
Si	2.7812	5.471	7.9915	0.0008	0.0031	-0.0002
Si	5.4956	2.7786	8.0302	0.0041	0.0041	0.0008
Si	8.2129	0.0442	8.0166	-0.0046	0.0019	-0.0012
Si	5.4846	8.194	7.9752	-0.0024	0.0006	0.0001
Si	8.1867	5.4518	8.0208	0.0029	-0.0006	-0.0001
Si	1.4164	4.1104	9.3281	-0.0025	-0.0014	-0.0025
Si	4.1315	1.4437	9.3797	0.0015	-0.0006	0.0026
Si	1.3171	9.5708	9.346	0.0004	0.0006	0.0011
Si	4.151	6.8413	9.3404	-0.0009	0	0.0015
Si	6.8593	4.1004	9.4134	-0.005	-0.0018	0.0015
Si	9.5815	1.4185	9.3764	0.0058	0.0022	0.0017
Si	6.8059	9.6007	9.345	0.0034	-0.0056	0.0005
Si	9.5086	6.8144	9.4134	-0.0086	-0.0012	0.0013
Si	0.0293	0.0828	10.7729	-0.0045	-0.011	0.0042
Si	2.7813	2.8182	10.7386	-0.0006	-0.0007	0.0005
Si	0.0342	5.4082	10.7035	0.0093	0.004	0.0096
Si	2.7294	8.2229	10.5961	0.0013	0.0037	0.0064
Si	5.5211	0.1416	10.7522	-0.0079	0.0086	0.0059
Si	8.2491	2.7648	10.7826	-0.0048	0.006	0.0025
Si	5.5188	5.5012	10.7374	0.0082	0.0018	0.0017
Si	8.142	8.2644	10.7067	0.0019	-0.0014	0.0054
Si	1.4164	1.4892	12.1041	0.0014	0.0063	0.0042
Si	4.1723	4.1621	12.1128	-0.0012	-0.0013	-0.0001
Si	1.4204	6.8228	11.9268	-0.0094	-0.0043	-0.0072
Si	3.9619	9.7177	11.9028	0.0023	-0.0137	-0.0124
Si	6.9587	1.4275	12.2265	-0.0006	-0.0044	-0.0049
Si	9.6091	4.0879	12.1839	-0.0068	0.0019	-0.0086
Si	6.8081	6.9359	12.0841	0.0011	-0.0085	-0.001
Si	9.4684	9.6297	12.0902	0.0011	0.01	-0.0033
Si	0.048	2.6145	13.6291	0.021	0.0093	0.0148
Si	2.7567	0.1657	13.4815	-0.0109	0.0096	0.0037
Si	0.0953	8.273	13.1779	0.0127	0.0134	0.0053
Si	2.7537	5.542	13.3878	-0.0089	-0.0057	0.0134
Si	5.6027	2.892	13.5036	-0.001	0.001	0.0003
Si	8.2189	-0.0385	13.7362	-0.006	-0.0062	0.0213
Si	5.2166	8.3225	13.1799	0.0086	0.0125	0.0111
Si	8.376	5.7322	13.4033	-0.0139	-0.0056	0.0043
Si	1.2458	4.3783	14.7238	-0.0045	-0.0089	-0.0417
Si	4.4869	1.221	14.7478	0.0018	-0.0014	-0.0265
Si	1.3188	9.5561	14.6475	0.0039	0.0201	-0.038
Si	3.5702	7.3865	14.6133	-0.0007	-0.0116	-0.0498
Si	7.0495	4.4146	14.6961	-0.0004	0.0016	-0.0309
Si	10.0069	0.7747	15.1996	0.0009	-0.0106	-0.0606
Si	6.3969	9.6127	14.6734	0.0057	0.0042	-0.0466
Si	10.053	6.8665	14.7642	-0.0084	-0.0004	-0.0446
Si	-1.9825	3.1965	16.7241	0.0141	-0.0083	-0.0399
Si	2.741	2.6052	16.9591	-0.0111	0.0078	-0.0416
Si	5.9856	7.0055	16.2812	0.0005	0.0103	-0.0509
Si	5.9996	1.0301	23.6929	-0.0035	0.0042	0.0009
Si	0.2548	1.6104	17.8037	-0.0043	0.0027	-0.0354
Si	0.9451	8.5346	19.6199	-0.0037	-0.002	-0.0256
Si	-2.4429	3.6647	21.7435	0.0078	-0.0001	-0.0132
Si	6.471	7.9302	21.2094	-0.0032	0.0009	-0.0155
Si	0.5448	4.367	17.4814	0.0116	-0.0025	-0.0331
Si	3.7274	-5.1325	24.3084	-0.001	0.0071	0.0122
Si	-1.8953	9.2985	19.8006	0.0115	-0.0061	-0.0238
Si	10.3393	9.0086	17.0474	0.0022	0.0024	-0.0402
Si	-3.621	3.8453	19.2666	0.0005	0.0062	-0.0249
Si	1.2392	-1.6686	29.6178	-0.0021	-0.0063	0.0306
Si	0.7798	17.7517	24.5605	0.0028	-0.0002	0.0193
Si	8.7307	-7.5444	26.0627	-0.0034	-0.003	0.0245
Si	2.2471	5.8522	19.3656	-0.0039	0.0006	-0.0171
Si	9.6193	1.0235	27.6186	0.0033	0.0026	0.0269
Si	-5.6036	6.3635	19.048	-0.0009	0.0028	-0.0253
Si	-5.0468	2.7496	21.3501	-0.01	0.0065	-0.0164
Si	1.7422	1.017	28.7483	0.0041	0.0023	0.0385
Si	1.1734	0.4981	20.2916	-0.0024	-0.0008	-0.0201
Si	4.238	-4.1991	27.304	0.0038	-0.0077	0.0298
Si	2.1807	9.129	24.8179	0.0057	0.0032	0.0145
Si	2.9869	0.6289	26.0633	-0.0014	-0.0003	0.0217
Si	5.3334	-1.5065	26.611	0.0075	-0.0011	0.0237
Si	-1.2749	11.564	21.8754	0.0067	-0.0036	-0.0106
Si	6.3376	5.0964	29.0841	0.0102	0.0054	0.0341
Si	6.866	0.2159	28.4118	-0.0093	0.0001	0.0324
Si	-1.7286	5.3236	24.0976	0.003	-0.0004	0.0055
Si	6.5151	-5.3459	22.8972	0.0001	0.0042	-0.0004
Si	-2.1025	5.3748	30.2457	0.0142	0.0004	0.0371
Si	4.9827	-1.6281	23.7257	-0.0013	0.0003	0.0092
Si	-2.0975	0.71	24.7341	0.008	0.0029	0.0136
Si	6.0627	2.9755	27.3515	0.006	0.0008	0.0311
Si	1.5728	7.4575	27.2453	-0.0016	0.0019	0.0317
Si	3.0442	3.064	19.9955	-0.0053	0.0051	-0.0247
Si	15.1775	2.9673	25.1084	-0.0032	0.0039	0.0178
O	-1.2772	1.3651	-0.5932	0.0124	0.0091	-0.0232
O	0.0553	-0.9315	30.4586	0.0049	0.003	-0.0212
O	-2.1062	-8.5525	24.7918	0.0011	0	-0.0071
O	2.2095	1.987	29.9694	-0.0164	0.0068	-0.0338
O	-4.7885	3.5202	28.8593	0.0008	-0.0077	-0.0122
O	-0.4785	5.4057	30.2824	-0.0063	-0.0099	-0.0256
O	-1.4449	2.6118	27.3234	-0.0012	0.0034	-0.009
O	4.0402	6.7391	-0.4181	-0.0065	-0.0135	-0.025
O	6.0606	0.1497	29.8348	0.004	0.0033	-0.0366
O	6.9977	-1.786	-0.6165	-0.007	-0.0043	-0.0234
O	8.3492	3.8388	30.7346	-0.0108	-0.0077	-0.0118
O	13.3579	1.4023	27.3828	0.0074	0.0001	-0.0214
O	1.7306	9.8553	20.1923	0.0055	0.0024	0.0065
O	6.0293	5.3684	30.6225	0.0063	-0.0001	-0.0296
O	8.4802	6.7743	-0.7693	0.0052	-0.0042	-0.0289
O	0.2841	5.6916	15.0341	0.0035	-0.019	0.0235
O	1.7103	1.3415	17.1134	0.008	-0.0066	0.0178
O	3.9333	2.0927	16.0164	-0.0037	0.0094	0.0179
O	2.4033	8.4123	15.1968	-0.0032	0.0009	0.025
O	4.4082	6.9693	15.9356	-0.0008	-0.0025	0.0318
O	6.5374	-8.3341	19.9046	-0.0055	-0.0036	0.0129
O	6.5542	5.5442	15.8069	-0.0091	0.0046	0.0165
O	6.147	5.0176	19.2696	0.0029	-0.0027	0.005
O	11.2782	3.0905	18.4986	-0.0042	0.0006	0.0099
O	5.4584	10.8586	15.2756	-0.0055	0.0064	0.0197
O	6.7231	8.3643	15.7295	0.0054	-0.0098	0.0234
O	9.8356	7.6922	16.1884	0.0023	0.0075	0.0301
N	-1.0747	1.7089	16.6946	0.0024	0.0073	0.0365
O	-10.7518	0.5864	19.0268	-0.0042	-0.0007	0.0114
O	5.2498	-3.5032	20.3026	0.0028	0.0047	0.0114
O	-3.2924	-2.2913	20.2333	-0.0056	0.0006	0.0072
O	1.8091	-3.6407	20.0808	0.0042	0.0058	0.0095
O	-0.5616	8.4655	20.2452	-0.0042	0.0024	0.0123
O	3.3925	3.0344	18.394	0.0072	-0.001	0.0228
O	1.0704	5.6601	18.2557	-0.0004	0.0024	0.0099
N	1.7493	3.8868	16.3206	0.0039	0.0005	0.0393
O	7.1412	6.6305	21.876	0.0028	-0.0012	0.0035
O	-2.8015	3.2919	15.3403	0.0104	0.0002	0.0128
O	0.7481	8.6334	17.9914	0.0011	-0.0053	0.0154
O	6.0576	7.1291	17.87	-0.001	-0.0012	0.0219
O	-1.7234	9.4485	18.1412	-0.0078	-0.0014	0.0174
N	0.033	-0.6953	15.7897	-0.0094	-0.0147	0.041
O	8.5458	4.2098	20.2042	-0.001	0.0022	0.017
N	6.7443	3.9725	22.1758	-0.0015	0.0093	0.0017
O	9.3905	4.4329	22.7691	-0.0015	-0.0009	0.0001
O	-3.1188	3.3617	17.8352	-0.0086	-0.0075	0.0278
O	-0.9684	4.4669	16.8912	-0.0041	0.0081	0.0117
O	2.2822	4.491	20.2742	0.0003	-0.0025	0.0114
O	3.7301	6.0136	18.7245	0.0014	0.001	0.0023
O	-6.1635	8.1971	27.5009	-0.0009	0.0043	-0.0085
O	-1.9361	10.6392	20.721	-0.0035	0.0075	0.0072
O	-8.5986	1.6611	20.2659	0.0003	0.0004	0.0076
O	0.6502	-4.2324	26.1857	-0.0057	0.001	-0.012
O	2.4108	-2.4215	26.2803	-0.0008	0.0057	-0.0107
O	-4.2473	-1.0683	27.4675	-0.0048	-0.0059	-0.013
O	2.1254	8.2608	30.5374	-0.0034	0.0069	-0.0199
O	4.2819	3.0728	21.0476	0.007	-0.001	0.0095
O	1.905	-0.224	25.2122	-0.0019	0	-0.004
O	7.221	3.6989	26.487	0.0047	0.0029	-0.011
O	3.6252	4.1513	24.3015	-0.0037	0.0012	-0.0043
O	-7.4442	8.7619	23.8425	0.004	-0.0001	-0.0028
O	6.3031	1.4036	27.4725	-0.0009	0.0048	-0.0133
O	5.3316	5.8248	28.0914	-0.0071	0.0035	-0.0213
O	0.155	0.9224	28.3831	-0.0088	-0.0046	-0.015
O	0.7357	-2.5909	28.3681	0.0002	-0.0066	-0.0148
O	-5.2215	13.2981	24.4374	0.0038	-0.0037	-0.0038
O	-3.6531	0.3149	24.4714	-0.0021	-0.0015	-0.0015
O	-2.9707	5.506	28.874	-0.0076	0.0008	-0.0175
O	7.5599	5.6707	24.1547	-0.0003	0.0022	0.0011
O	-1.3823	-6.2436	25.525	0.0044	0.0059	-0.0072
O	-1.3576	0.1565	23.414	0.0017	-0.0019	0.0012
O	2.7297	-4.3571	27.9125	-0.0003	0.0034	-0.0121
O	4.9831	6.0063	23.2683	0.0009	-0.0001	-0.0016
O	4.6579	3.3311	26.6406	-0.0058	0.0007	-0.0134
O	-2.0018	2.1168	21.7692	-0.0024	0.0034	0.0006
O	4.7998	-0.0291	23.719	-0.001	0.0036	-0.0011
O	-6.6107	-0.2806	26.4637	-0.0005	0.0036	-0.0061
O	13.0697	-4.6623	24.013	-0.0013	-0.0005	-0.0053
O	4.2281	-4.6152	25.7453	-0.0011	-0.0002	-0.0202
O	0.8746	8.4504	24.1867	0.0009	-0.0009	-0.0029
O	3.2326	12.6835	25.0193	0.0017	0.0019	-0.008
O	9.4374	0.2467	26.165	-0.0047	-0.0051	-0.0159
O	5.7191	-2.0453	25.1201	0.004	-0.0001	-0.0105
O	23.9743	10.3912	29.1057	0.0081	0.0036	-0.0139
O	5.8168	8.8305	22.4029	-0.0027	0.0054	0.0027
O	8.4623	0.4498	28.6124	0.0083	0.0029	-0.0087
O	-4.7396	1.3645	22.1244	0.0028	-0.0031	0.0018
O	-10.5634	0.7545	21.6217	-0.0027	0.0016	0.0098
O	-0.6141	6.4594	23.9016	-0.0009	0.0001	-0.0055
O	1.4419	4.0728	31.2392	-0.036	-0.0543	0.0777

Results
free energy: -136301.665 eV
free energy less fixed offsets of N -386.36, O -570.45, Si -639.56 eV per atom: 3.515 eV

The program warned: the cutoff lies below the one the program advises for these potential files; the forces do not sum to zero within the program's tolerance; empty levels may hold ghost states of the PAW files; the exchange-correlation potential is rough where the density is thin.
